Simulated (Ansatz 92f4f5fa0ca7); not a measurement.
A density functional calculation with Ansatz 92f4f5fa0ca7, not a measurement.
Periodic cell of 192 atoms, Si128O64, from a study of silicon, its oxide and their interface. The atomic structure is a simulated model.
This geometry differs little from another in the collection (a relaxation step or a small displacement).

Settings: functional r2SCAN; potential files Ansatz PAW; basis plane waves; wave-function cutoff 800 eV; density cutoff ratio 5; exchange-correlation grid ratio 1; k mesh 1 x 1 x 1, shifted by 0.5 0.5 0 of a step; self-consistency stop 1e-10 eV per atom in the density residual; occupations fixed; spin none; net charge 0.

Cell vectors (angstrom)
a, 10.88, 0, 0
b, 0, 10.88, 0
c, 5.2363, -0.2075, 29.9364

Atoms and the computed forces on them: element, x, y, z (angstrom), force x, y, z (eV/angstrom)
Si, 1.6133, -1.6096, 0.0216, 0.0001, -0.0005, 0.004
Si, 4.374, 1.127, 0.1445, 0.0001, -0.0001, 0.003
Si, 1.1041, 4.3325, 0.037, -0.0003, 0.0005, 0.0037
Si, 3.8274, -3.8241, 0.0227, -0.0007, 0.0002, 0.0042
Si, -4.3147, -1.0655, 0.1453, 0, 0.0004, 0.0028
Si, -1.6583, 1.5936, 0.153, 0.0003, -0.0002, 0.0017
Si, 7.031, 3.7804, 0.1522, 0.0005, -0.0001, 0.0023
Si, -1.109, -4.3351, 0.0351, 0.0004, -0.0001, 0.0037
Si, 2.7419, -0.0361, 1.3621, -0.0004, 0.0005, -0.0013
Si, 5.4877, 2.6673, 1.5025, -0.0001, 0, 0
Si, 2.6938, -5.4089, 1.3531, 0.0001, -0.0001, -0.0011
Si, 5.3997, -2.6944, 1.3629, 0.0003, -0.0006, -0.0012
Si, -2.7727, 0.0488, 1.5011, 0.0002, -0.0003, -0.0003
Si, -0.0292, 2.7558, 1.3701, -0.0001, -0.0009, -0.0017
Si, 8.1917, 5.4123, 1.3669, -0.0005, 0.0003, -0.0016
Si, 0.0274, -2.7437, 1.3516, -0.0001, 0.0002, -0.0011
Si, 1.3566, 1.358, 2.6716, -0.0002, -0.0001, -0.0001
Si, 4.0667, 4.0934, 2.7035, 0.0001, 0.0002, 0
Si, 1.3597, -4.076, 2.7754, 0.0003, 0.0001, -0.0011
Si, 4.0686, -1.3673, 2.787, 0.0003, -0.0001, -0.0009
Si, 6.7979, 1.3579, 2.9177, 0, 0.0001, 0.0002
Si, 9.5201, 4.0843, 2.792, 0.0002, -0.0001, -0.0006
Si, 6.7941, 6.7985, 2.6687, -0.0003, -0.0001, 0
Si, -1.3482, -1.3709, 2.7049, -0.0001, -0.0003, 0.0002
Si, 0.0085, 0.0026, 4.0635, 0, -0.0002, 0.0003
Si, 2.7077, 2.7171, 4.0527, -0.0002, 0.0003, 0.0005
Si, -0.0003, 5.4439, 4.1222, -0.0006, -0.0002, 0.0012
Si, 2.7142, -2.7217, 4.1339, -0.0002, 0.0002, 0.0012
Si, 5.4124, -0.0269, 4.1699, -0.0001, -0.0002, -0.0002
Si, 8.1808, 2.7402, 4.1804, 0.0004, 0.0006, -0.0001
Si, 5.4407, 5.449, 4.0603, -0.0003, 0, 0.0004
Si, 8.1533, -2.7321, 4.0501, 0.0001, 0, 0.0006
Si, 1.3498, -1.3631, 10.845, -0.0003, -0.0002, 0.0003
Si, 4.0911, 1.3525, 10.9086, -0.0004, -0.0004, 0.0007
Si, 1.3536, 4.0889, 10.9069, -0.0005, -0.0006, 0.0007
Si, 4.0467, -4.0966, 10.8191, -0.0003, 0.0002, 0.0005
Si, 6.8036, -1.3466, 10.9067, -0.0004, -0.0006, 0.0008
Si, -1.364, 1.349, 10.8478, -0.0002, 0.0001, 0.0003
Si, 6.7839, 4.046, 10.8217, -0.0003, 0.0001, 0.0006
Si, -1.346, 6.8029, 10.904, -0.0002, -0.0004, 0.0009
Si, 2.6844, -0.0137, 12.2201, -0.0001, -0.0001, 0
Si, 5.4764, 2.7158, 12.2508, -0.0001, -0.0003, 0.0001
Si, 2.7163, 5.4765, 12.2487, 0.0002, -0.0002, -0.0001
Si, 5.3821, -2.7418, 12.1652, 0.0001, 0.0001, -0.0003
Si, -2.6831, 0.0189, 12.2601, 0, -0.0008, 0
Si, -0.0119, 2.6834, 12.2204, 0.0003, 0.0004, -0.0001
Si, 8.14, 5.3829, 12.1652, 0.0002, 0, -0.0004
Si, 0.018, -2.6815, 12.2571, 0.0001, 0.0001, -0.0001
Si, 1.3314, 1.33, 13.6107, 0.0003, -0.0002, 0.0017
Si, 4.0921, 4.0928, 13.5606, -0.0003, -0.0006, 0.0002
Si, 1.371, -4.023, 13.6277, -0.0005, 0.0003, -0.0001
Si, 4.0117, -1.4151, 13.5406, -0.0006, 0.0003, 0.0002
Si, -4.0235, 1.3722, 13.6304, 0.0006, -0.0006, -0.0001
Si, -1.4137, 4.0118, 13.5401, 0.0001, -0.0004, 0.0002
Si, 6.7543, -4.126, 13.4465, 0.0001, 0.0001, 0.0002
Si, -1.305, -1.3051, 13.6469, 0.0007, 0.0007, 0
Si, 0.0234, 0.0238, 15.1446, -0.0003, 0, 0
Si, 2.7355, 2.7369, 14.8862, 0.0003, 0, 0.0012
Si, -0.0565, -5.4453, 14.7978, -0.0001, -0.0006, -0.0007
Si, 2.6831, -2.6755, 15.0844, 0.0001, 0.0004, 0.0006
Si, 5.4327, -0.0557, 14.7985, 0.0001, 0.0007, -0.0008
Si, -2.6748, 2.6847, 15.0844, 0.0006, -0.0007, 0.0004
Si, 5.4425, 5.4418, 14.9102, 0.0006, 0.0003, 0.0007
Si, -2.7571, -2.7561, 14.7445, -0.0002, -0.0003, 0.0001
Si, 1.6856, -1.0006, 16.5032, -0.0005, -0.001, 0.0025
Si, 3.9629, 1.1558, 16.1017, 0.001, -0.0004, 0.0026
Si, 1.1548, 3.9654, 16.1015, 0, 0.0009, 0.0023
Si, 4.3423, -3.8449, 16.2416, -0.0001, -0.0008, 0.0006
Si, 6.5759, -1.6438, 16.0602, 0.0013, -0.0007, 0.0018
Si, -1.0008, 1.6877, 16.502, -0.001, -0.0007, 0.0025
Si, -3.8439, 4.343, 16.2434, -0.0002, -0.0011, 0.0005
Si, -1.6448, -4.3023, 16.06, -0.0003, 0.0007, 0.0024
Si, 1.3386, 1.3824, -4.2453, 0.0009, -0.0006, -0.0001
Si, -2.5723, 0.2619, 21.1607, 0.0013, 0.0004, -0.0047
Si, 6.8209, -4.0995, -4.2443, -0.0015, 0.0003, -0.0003
Si, -0.5037, 1.5955, 19.4848, 0.0017, 0.001, -0.0016
Si, -1.6244, -3.7615, 18.9002, 0.0011, 0.0016, -0.0018
Si, 2.465, -5.1696, -7.2953, 0.0018, -0.0008, -0.0033
Si, 0.2616, -2.5694, 21.1608, 0.0014, 0.0011, -0.0045
Si, 0.267, -2.9711, -7.2925, 0.0005, 0.0013, -0.0031
Si, 4.4467, -3.0583, -6.0905, 0.0012, 0.0011, -0.0042
Si, 7.1138, -1.6266, 18.902, -0.0039, 0.0004, -0.0011
Si, 2.9773, 5.2098, 18.2901, -0.002, 0.0001, -0.0002
Si, 4.5949, -1.1031, 20.4674, -0.0005, 0.0008, -0.0034
Si, 5.2093, 2.9767, 18.2905, 0.0007, -0.0032, 0
Si, 3.0068, 2.9627, -2.0887, -0.0003, -0.0002, 0.0036
Si, 1.5931, -0.5023, 19.4861, 0.0014, 0.0021, -0.002
Si, 1.7221, -5.1019, 21.1617, 0.0011, 0.0007, -0.0073
Si, -2.4791, -2.4322, -2.0886, -0.0004, 0.0003, 0.0034
Si, 0.354, 3.6401, -6.2532, 0.0006, -0.0007, -0.0016
Si, 2.3822, -0.9904, -6.0908, 0.0023, -0.0002, -0.0039
Si, -1.0988, 4.5987, 20.4654, 0.001, -0.0007, -0.0034
Si, 5.2034, 5.1469, -2.0892, 0.0006, 0.0003, 0.0031
Si, -0.2938, -0.233, -2.0899, 0.0003, 0.0012, 0.0025
Si, 5.7739, 1.719, 21.162, 0.0011, 0.0001, -0.0079
Si, -1.8006, -5.0817, -6.2508, -0.0001, -0.0007, -0.0013
Si, 1.3489, -1.347, 5.461, 0, 0.0002, 0
Si, 4.0479, 1.3683, 5.4569, -0.0008, 0.0003, 0.0003
Si, 1.3627, 4.0654, 5.443, 0.0005, -0.0003, 0.0005
Si, 4.0914, 6.7907, 5.4559, 0.0003, -0.0001, 0.0002
Si, 6.8075, -1.3934, 5.4565, 0.0005, -0.0005, 0.0002
Si, -1.3337, 1.3464, 5.4738, 0.0003, -0.0003, -0.0002
Si, 6.7837, 4.1052, 5.4693, -0.0003, 0.0004, 0
Si, -1.381, -4.0757, 5.4431, -0.0002, 0.0003, 0.0005
Si, 2.7081, 0.0112, 6.8255, 0.0001, -0.0001, 0.0003
Si, 5.422, 2.7204, 6.8009, 0.0001, 0.0001, -0.0002
Si, 2.7208, 5.4239, 6.7958, -0.0005, 0, -0.0001
Si, 5.4496, -2.7356, 6.8224, -0.0003, -0.0001, 0.0004
Si, -2.7188, -0.0216, 6.8013, -0.0003, 0, 0
Si, 0.0199, 2.7162, 6.8246, -0.0001, 0.0002, 0.0004
Si, -2.728, -5.4251, 6.8218, 0.0001, 0.0001, 0.0002
Si, -0.0239, -2.718, 6.797, 0.0004, 0.0001, -0.0002
Si, 1.367, 1.3665, 8.1956, -0.0002, 0, 0.0001
Si, 4.0638, 4.0653, 8.1608, -0.0005, 0.0002, 0.0001
Si, 1.3454, 6.7906, 8.1331, -0.0004, 0.0001, 0.0005
Si, 4.0858, -1.3582, 8.1607, -0.0002, 0.0001, 0.0004
Si, 6.7904, 1.3461, 8.1373, -0.0004, -0.0001, 0.0005
Si, -1.3584, 4.083, 8.1607, 0.0002, 0, 0.0004
Si, 6.8015, -4.0802, 8.1916, -0.0002, 0, 0.0004
Si, -1.374, -1.3739, 8.1695, -0.0005, 0, 0.0002
Si, -0.0119, -0.0097, 9.5024, 0.0005, 0, 0.0003
Si, 2.7283, 2.7253, 9.559, 0.0001, -0.0004, 0.0004
Si, 0.0029, 5.444, 9.5258, 0.0003, -0.0002, 0.0003
Si, 2.699, -2.7242, 9.4796, 0.0003, -0.0001, 0.0005
Si, 5.4453, 0.0016, 9.5281, 0.0003, 0, 0.0004
Si, 8.1563, 2.6989, 9.4825, 0.0001, 0.0001, 0.0004
Si, 5.4229, 5.4202, 9.4966, 0, 0.0002, 0.0005
Si, 8.1583, -2.7205, 9.5539, 0.0005, -0.0001, 0.0004
O, 5.5615, 2.4037, 19.7322, -0.0021, 0.0004, 0.0049
O, 2.4383, 2.1529, -3.3517, 0.0002, -0.0008, -0.0001
O, 2.8596, 0.1248, 16.718, 0.0002, -0.0003, -0.0017
O, 5.4967, -2.7504, 16.614, -0.0007, 0.0005, -0.0009
O, 0.2423, 5.1197, 21.2235, 0.0021, 0, 0.0007
O, 6.4593, 3.7927, 17.6729, 0.0001, -0.0006, -0.0006
O, 0.2467, 0.6001, -3.3512, 0, 0, 0.0009
O, 3.7564, 1.8956, -1.1432, -0.0013, 0.0025, -0.0034
O, 5.4667, 0.0275, -0.4067, 0.0002, -0.0001, -0.0011
O, -0.8405, -3.7819, -6.4295, 0.0008, 0, 0.0009
O, 1.5499, -3.5151, 21.3909, 0.0012, -0.0038, -0.0036
O, 3.7943, -4.4213, 17.6717, -0.0002, -0.0005, -0.0009
O, 5.5381, -1.5655, 19.2389, -0.0025, 0.0005, 0.0026
O, 0.9497, -0.9247, -1.3075, -0.0021, 0.0017, -0.0044
O, -1.3406, -1.3784, -2.5555, 0, 0.0007, 0.0004
O, 0.0001, 5.4409, -0.4817, -0.0002, -0.0001, -0.0016
O, 7.3311, -1.6895, -1.1408, 0.0024, -0.0017, -0.0039
O, 7.3606, 1.5485, 21.3944, -0.0037, 0.0011, -0.0033
O, 0.1227, 2.8632, 16.7174, -0.0002, 0.0002, -0.0014
O, -1.1249, 0.8113, 20.7539, -0.0011, 0.0007, 0.002
O, 6.2551, 4.3975, -1.1293, -0.003, 0.002, -0.0034
O, 3.4866, -1.9523, -5.3971, 0.0009, 0.0005, 0.0005
O, 1.7744, 3.6521, -1.2892, 0.0024, -0.0011, -0.0047
O, 1.042, 1.0436, 19.3566, -0.0003, -0.0004, -0.0013
O, -1.288, 1.268, 18.0746, 0.0002, 0.0012, -0.0021
O, 5.1181, 0.2383, 21.2228, 0.0025, 0.0025, 0.0004
O, 6.0396, -5.1894, -3.347, 0.001, 0.0018, -0.0008
O, 1.2654, -1.2872, 18.076, 0.001, 0.002, -0.0018
O, 2.0616, 0.2663, -5.1504, -0.0001, 0.001, 0.0023
O, -1.5561, -5.3371, 19.2359, 0.0005, 0.0014, 0.0016
O, 3.1589, -0.7023, 19.8435, 0.0032, 0, 0.0012
O, 8.1302, -5.3821, 16.6164, 0.0002, 0.0002, -0.0007
O, 7.9383, -4.8228, -5.1483, 0.0013, 0.0004, 0.0014
O, 7.3179, -1.0576, 17.3964, -0.001, -0.0008, 0.0017
O, 1.0481, -1.87, -6.3885, 0.0004, -0.0003, 0.0003
O, 7.764, -3.1163, 19.0182, -0.0018, -0.0005, -0.0003
O, -1.0373, 0.8222, -1.1292, 0.0021, -0.0027, -0.0037
O, 5.0073, -2.4015, -7.4528, 0.0004, -0.0014, 0.0015
O, -0.8999, 4.5425, -5.7868, 0.0007, 0.0004, -0.0005
O, 0.617, 2.5, -5.1506, 0.0011, 0.0006, 0.0015
O, 4.5117, -4.4911, -1.3047, 0.0017, -0.002, -0.004
O, 3.5647, -4.391, -6.3872, 0.0006, 0.0005, 0.0001
O, 4.8473, 1.7346, 17.3346, 0.0001, -0.0002, -0.0009
O, 5.7039, -3.3797, -5.151, 0.0017, -0.0018, 0.004
O, 1.3788, -4.0567, -7.851, 0, -0.0001, 0.002
O, 7.8452, -0.6452, 19.9243, -0.0037, -0.0006, 0.0018
O, 7.5917, -2.9975, -3.3537, -0.0006, 0.0001, 0.0008
O, -1.7855, -3.6651, -1.2934, -0.0012, 0.002, -0.0047
O, -0.046, 2.9063, -7.6422, 0.0014, 0.0006, 0.0027
O, -0.7004, 3.1615, 19.8426, -0.0011, 0.0023, 0.0017
O, -2.355, 4.6832, 21.4999, -0.0001, 0.0013, 0.0023
O, -0.6454, -3.0276, 19.9226, 0.0019, -0.0023, 0.0009
O, 3.0397, -0.4288, -7.4525, -0.0008, 0.0005, 0.0021
O, -2.5329, 5.4046, -7.6424, 0.001, 0.0022, 0.003
O, 2.4063, -5.3153, 19.7318, -0.0003, -0.002, 0.0057
O, 4.678, -2.3567, 21.5051, 0.0014, -0.0009, 0.0025
O, 2.7163, -2.7211, -0.4936, 0.0003, 0, -0.0006
O, 8.1305, 2.6911, -0.4039, 0.0002, 0, -0.0007
O, -1.0576, -3.5567, 17.3938, -0.0001, -0.001, 0.0013
O, 1.6538, 4.5993, -6.4375, 0.0005, 0, 0.0008
O, 3.9304, 3.9304, 18.4015, 0.0005, -0.0005, -0.009
O, 0.8094, -1.1203, 20.7575, -0.0017, -0.0034, 0.0001
O, 1.7346, 4.8484, 17.3348, 0, 0.0012, -0.001
O, 4.0565, 4.1036, -2.5594, 0.0006, 0.0002, 0.0003

Results
free energy: -118378.551 eV
free energy less fixed offsets of O -570.45, Si -639.56 eV per atom: -6.071 eV

The program warned: the cutoff lies below the one the program advises for these potential files; the forces do not sum to zero within the program's tolerance; empty levels may hold ghost states of the PAW files; the exchange-correlation potential is rough where the density is thin.
